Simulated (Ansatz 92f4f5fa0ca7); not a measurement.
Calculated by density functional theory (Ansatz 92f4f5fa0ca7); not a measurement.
Periodic cell of 221 atoms, Si132O87H1N1, from a study of silicon, its oxide and their interface. The atomic structure is a simulated model.
Doubt: the cutoff is far below the 930 eV that the study's wrapper takes by default for these files, so forces and energies are approximate.
This geometry differs little from another in the collection (a relaxation step or a small displacement).

Settings
functional: PBE
potential files: Ansatz PAW
basis: plane waves
wave-function cutoff: 580 eV
density cutoff ratio: 5
exchange-correlation grid ratio: 1
k mesh: 1 x 1 x 1, Gamma-centred
self-consistency stop: 5e-08 eV per atom in the density residual
occupations: fixed
spin: none
net charge: 0

Cell vectors (angstrom)
a, 10.938, 0, 0
b, 0, 10.938, 0
c, 0, 0, 32.2702

Atoms: element, x, y, z (angstrom)
Si, -0.2129, 0.2308, 24.7313
Si, 5.7147, -0.3292, 24.791
Si, 2.5263, 2.8231, 24.8024
Si, 8.4583, 2.477, 24.7388
Si, 0.1885, 4.9814, 24.6781
Si, 5.2466, 5.7952, 25.0778
Si, 2.9652, 7.9188, 24.8259
Si, 7.9772, 8.39, 24.8207
Si, 1.3305, 1.3309, 26.1393
Si, 6.8474, 1.3294, 26.0468
Si, 4.0818, 4.0508, 26.1128
Si, 9.5574, 4.0254, 26.1338
Si, 1.2899, 6.7327, 25.9799
Si, 6.8438, 6.9308, 26.2915
Si, 4.098, 9.5269, 26.1367
Si, 9.5782, 9.5791, 26.065
Si, 2.7386, -0.0124, 27.4809
Si, 8.2139, -0.0041, 27.474
Si, 0.0058, 2.7158, 27.5275
Si, 5.4942, 2.7073, 27.4523
Si, 2.6981, 5.4462, 27.4573
Si, 8.2238, 5.4498, 27.4934
Si, 0.0087, 8.1764, 27.4185
Si, 5.4527, 8.2555, 27.5894
Si, 4.1018, 1.3673, 28.852
Si, 9.5708, 1.3673, 28.852
Si, 1.3673, 4.1018, 28.852
Si, 6.8362, 4.1018, 28.852
Si, 4.1018, 6.8362, 28.852
Si, 9.5708, 6.8362, 28.852
Si, 1.3673, 9.5708, 28.852
Si, 6.8362, 9.5708, 28.852
Si, 0, 0, 30.2192
Si, 5.469, 0, 30.2192
Si, 2.7345, 2.7345, 30.2192
Si, 8.2035, 2.7345, 30.2192
Si, 0, 5.469, 30.2192
Si, 5.469, 5.469, 30.2192
Si, 2.7345, 8.2035, 30.2192
Si, 8.2035, 8.2035, 30.2192
Si, 1.3673, 1.3673, 31.5865
Si, 6.8362, 1.3673, 31.5865
Si, 4.1018, 4.1018, 31.5865
Si, 9.5708, 4.1018, 31.5865
Si, 1.3673, 6.8362, 31.5865
Si, 6.8362, 6.8362, 31.5865
Si, 4.1018, 9.5708, 31.5865
Si, 9.5708, 9.5708, 31.5865
Si, 2.7345, 0, 0.6835
Si, 8.2035, 0, 0.6835
Si, 0, 2.7345, 0.6835
Si, 5.469, 2.7345, 0.6835
Si, 2.7345, 5.469, 0.6835
Si, 8.2035, 5.469, 0.6835
Si, 0, 8.2035, 0.6835
Si, 5.469, 8.2035, 0.6835
Si, 4.1018, 1.3673, 2.0507
Si, 9.5708, 1.3673, 2.0507
Si, 1.3673, 4.1018, 2.0507
Si, 6.8362, 4.1018, 2.0507
Si, 4.1018, 6.8362, 2.0507
Si, 9.5708, 6.8362, 2.0507
Si, 1.3673, 9.5708, 2.0507
Si, 6.8362, 9.5708, 2.0507
Si, 0, 0, 3.418
Si, 5.469, 0, 3.418
Si, 2.7345, 2.7345, 3.418
Si, 8.2035, 2.7345, 3.418
Si, 0, 5.469, 3.418
Si, 5.469, 5.469, 3.418
Si, 2.7345, 8.2035, 3.418
Si, 8.2035, 8.2035, 3.418
Si, 1.3635, 1.3706, 4.8345
Si, 6.823, 1.3729, 4.8611
Si, 4.1916, 3.9941, 4.6837
Si, 9.5252, 4.1163, 4.8039
Si, 1.3251, 6.9132, 4.7423
Si, 6.8739, 6.8293, 4.7376
Si, 4.0623, 9.6214, 4.8402
Si, 9.5698, 9.5807, 4.8014
Si, 2.7217, 0.0453, 6.343
Si, 8.2208, 0.0114, 6.2327
Si, -0.0793, 2.7307, 6.168
Si, 5.4302, 2.7126, 6.295
Si, 2.8484, 5.497, 5.783
Si, 8.2116, 5.5117, 6.2079
Si, 0.0292, 8.2653, 6.2274
Si, 5.5356, 8.2319, 6.0528
Si, 3.6362, 1.8283, 7.701
Si, 9.8193, 1.1086, 7.6043
Si, 1.5265, 4.1754, 7.0879
Si, 6.5952, 4.3613, 7.5055
Si, 4.3952, 6.5483, 7.1635
Si, 9.3061, 7.1905, 7.4949
Si, 1.1643, 9.7913, 7.6781
Si, 6.9987, 9.365, 7.4949
O, 1.4459, 3.9714, 24.3141
O, 6.8427, 9.4956, 24.2958
O, 2.5169, 3.0123, 7.6644
O, 8.145, 8.2672, 7.9559
O, 5.4395, 5.4876, 7.9305
O, 0.0114, -0.0091, 8.1298
O, 4.1296, 6.8186, 24.3744
O, 9.5987, 1.3648, 24.2281
O, 1.8179, 9.1456, 9.0893
O, 1.082, 5.2774, 8.2431
O, 9.0604, 1.7011, 8.9808
O, 6.2784, 9.9021, 8.8916
O, 3.6959, 1.6883, 9.371
O, 3.4467, 7.3133, 8.2344
O, 7.2145, 3.691, 8.9008
O, 9.9352, 6.7644, 8.9752
O, 2.9866, 1.9874, 23.4319
O, 5.0379, 0.2622, 23.4041
O, 7.9057, 3.2508, 23.3559
O, 10.3421, 5.0589, 23.2244
O, 8.6712, 7.6302, 23.5238
O, 2.403, 8.6424, 23.4613
O, 6.335, 5.2773, 23.9629
O, 0.5163, 10.575, 23.3595
Si, 2.965, 8.0511, 9.578
Si, 9.9742, 0.2362, 13.1325
Si, 14.7632, 5.626, 13.406
Si, 4.4587, 1.6599, 22.7997
Si, 8.5819, 2.3583, 20.2768
Si, 10.2003, 4.9479, 21.5962
Si, 1.2222, 9.3223, 22.5725
Si, 13.1136, 4.5737, 20.2441
Si, 1.9784, 5.3885, 11.0723
Si, -2.0102, 10.1446, 20.1711
Si, 4.4447, 6.6186, 16.0391
Si, 7.4438, 9.4056, 12.7572
Si, 5.6693, 9.5764, 10.3674
Si, 5.3854, 3.0055, 12.7509
Si, 3.1424, 12.5721, 16.0175
Si, 2.6812, 9.376, 19.8189
Si, 5.2815, 3.878, 15.4604
Si, 3.3322, 2.6421, 10.6719
Si, 4.9407, 11.011, 12.7449
Si, 6.5007, 4.0091, 22.9836
Si, 13.1362, 0.726, 13.0583
Si, 8.6768, 3.2225, 9.4708
Si, 9.6215, 14.0393, 17.4632
Si, 12.2555, 2.4641, 18.401
Si, 8.2033, 4.5288, 15.2352
Si, 4.6755, -0.0738, 18.0475
Si, 5.0058, 4.8252, 20.4801
Si, 7.2623, 7.5975, 15.3025
Si, 14.5654, 6.7129, 18.9218
Si, 9.4352, 7.808, 22.085
Si, 18.2945, 9.7138, 17.4644
Si, 10.7583, 5.3959, 9.2686
Si, 5.5346, 13.0243, 19.9906
Si, 0.4095, -0.5636, 18.4626
Si, 9.5668, 11.2269, 16.2105
Si, 8.5726, 3.0638, 12.607
O, 6.9829, 13.7464, 12.6642
O, 7.0054, -8.6999, 20.6939
O, 11.7339, 0.9794, 18.8213
N, 4.8342, 4.2553, 13.8169
O, 2.1086, 2.4236, 16.991
O, 9.7833, 10.7991, 14.6864
O, 5.5368, 1.1782, 18.6489
O, 3.3813, 10.4922, 12.9643
O, 2.5562, 4.042, 10.3103
O, 0.3491, 5.3296, 10.8149
O, 5.1028, 3.559, 19.4575
O, 9.4066, 3.5868, 21.0366
O, 15.5776, 6.6077, 12.3788
O, 1.7023, 9.4131, 18.5075
O, 0.0822, 8.1886, 22.2767
O, 13.3915, 5.5701, 18.9612
O, 16.6729, -1.1411, 17.4269
O, 10.6199, 10.2897, 17.0227
O, 4.5167, 1.5677, 21.1724
O, 2.4206, 5.2557, 12.6428
O, 6.2565, 4.7232, 21.522
O, 8.6607, 9.0767, 21.3769
O, 8.0275, 10.9736, 16.6721
O, 3.1937, 7.8579, 19.9872
O, 15.9896, 6.1499, 19.5302
O, 4.8943, 12.5114, 13.3579
O, 8.8677, 10.1769, 12.3944
O, 8.9162, 4.1387, 13.801
O, 6.2109, 10.2635, 13.4651
O, 7.7377, 8.2568, 13.8785
O, 7.8156, 8.3626, 16.6464
O, 4.2685, 8.756, 10.2612
O, 4.7628, 3.1787, 11.2687
O, 5.3042, 10.9785, 11.143
O, 4.4737, 13.4989, 15.9252
O, 3.9338, 10.3091, 19.386
O, 6.8899, 3.5708, 15.4749
O, 13.0877, 3.0406, 19.6719
O, 0.662, 11.0767, 12.8155
O, -1.5254, 6.3727, 21.245
O, 5.634, 7.5495, 15.4204
O, 5.0065, 5.1358, 16.4603
O, 3.8, 7.2633, 17.3911
O, 0.0807, 3.5047, 18.1844
O, 11.7158, 4.9417, 20.9779
O, 7.8374, 6.0956, 15.2199
O, 5.3498, 2.919, 23.3114
O, 12.8863, 9.8584, 21.1978
O, 9.0646, 11.7408, 20.5807
O, 2.4787, 1.808, 11.8273
O, 2.348, 1.3412, 14.5991
O, 9.1503, 4.3447, 16.5447
O, 3.6411, 0.2924, 16.828
O, 9.5037, 12.6981, 12.8431
O, 10.3844, -1.1911, 19.5969
O, 7.8048, 9.812, 19.0306
O, 14.4487, 15.6773, 21.215
O, 6.7984, -2.1093, 11.3409
O, 14.3258, 6.3709, 14.8133
O, 2.3964, 6.8902, 10.568
O, 9.8137, 4.1624, 8.8029
O, 8.8265, 3.515, 11.0637
O, 9.8819, 1.8616, 16.4338
O, 8.5973, 2.6735, 18.6632
H, 16.536, 6.7035, 12.4773

Results
free energy: -133793.536 eV
free energy less fixed offsets of H -15.97, N -385.13, O -568.88, Si -635.61 eV per atom: 0.644 eV

Forces (eV/angstrom), in the order of the atoms: element, x, y, z
Si, -0.108, 0.1166, -0.1734
Si, 0.0356, -0.0926, 0.0232
Si, -0.1598, 0.0361, -0.1089
Si, 0.1562, -0.0383, -0.1623
Si, 0.0525, -0.0883, -0.1048
Si, -0.0721, 0.165, -0.1474
Si, 0.0748, -0.0421, 0.0096
Si, -0.095, 0.0755, -0.1457
Si, 0.0153, 0.0277, 0.1019
Si, 0.003, -0.0912, 0.0552
Si, -0.022, -0.0297, 0.0764
Si, 0.0782, -0.0678, 0.0531
Si, 0.0101, 0.0009, 0.035
Si, 0.0007, 0.0129, 0.0725
Si, 0.0332, -0.0361, 0.0535
Si, -0.0204, 0.0056, 0.0939
Si, -0.0239, -0.0109, -0.0686
Si, 0.0249, 0.0129, -0.0064
Si, -0.0292, -0.0032, -0.0468
Si, -0.0374, 0.0428, 0.0016
Si, 0.0307, 0.0323, 0.0161
Si, -0.0315, 0.076, -0.0114
Si, -0.0003, -0.0011, -0.0279
Si, -0.081, -0.0393, -0.107
Si, 0.1061, -0.0204, -0.1439
Si, -0.1051, -0.1309, 0.2052
Si, -0.0126, 0.0391, 0.2052
Si, 0.0187, -0.1588, -0.0982
Si, -0.3411, -0.1958, 0.0675
Si, 0.1953, 0.0096, -0.1458
Si, -0.0153, -0.2637, -0.252
Si, 0.2323, 0.5038, 0.5002
Si, -0.1143, -0.0016, -0.0204
Si, 0.1318, 0.0174, 0.0467
Si, -0.0346, 0.0964, -0.0387
Si, 0.0036, -0.0493, 0.0216
Si, 0.0597, -0.0207, 0.0037
Si, -0.099, -0.021, -0.0445
Si, -0.0157, -0.102, 0.0061
Si, -0.0445, 0.0551, -0.0343
Si, 0.0813, -0.0329, -0.0207
Si, -0.0794, 0.0518, -0.0009
Si, 0.0432, -0.0582, -0.0033
Si, -0.0114, 0.0664, -0.0366
Si, -0.0205, 0.0342, -0.0189
Si, 0.0291, -0.0257, -0.0165
Si, -0.0387, 0.0024, -0.0354
Si, 0.0484, -0.0583, 0.0006
Si, 0.0166, -0.0248, 0.0086
Si, -0.0362, 0.0316, 0.0061
Si, -0.0504, 0.0367, 0.0063
Si, 0.0255, 0.0391, 0.0426
Si, -0.031, 0.0336, 0.0051
Si, 0.0213, -0.075, 0.0148
Si, 0.0298, -0.0458, 0.0338
Si, -0.0116, 0.0185, 0.0174
Si, -0.1073, -0.0189, -0.0528
Si, 0.0588, -0.0273, 0.0789
Si, 0.061, -0.003, 0.0751
Si, -0.007, 0.0862, -0.0842
Si, 0.0207, -0.0514, 0.0914
Si, -0.0183, 0.0478, -0.0529
Si, 0.0712, 0.0496, -0.0476
Si, 0.041, -0.0431, 0.0672
Si, 0.1125, 0.0363, 0.1599
Si, -0.1014, 0.1362, 0.4239
Si, -0.1402, -0.5515, -0.2608
Si, -0.3789, 0.0754, 0.2401
Si, -0.2406, 0.0254, 0.1209
Si, 0.4282, -0.1674, -0.4188
Si, -0.0913, 0.5983, -0.0617
Si, 0.3264, 0.0531, -0.2158
Si, -0.0587, -0.0404, -0.0447
Si, 0.0314, -0.0204, 0.0319
Si, 0.0634, 0.0526, 0.0921
Si, 0.0453, -0.0633, 0.0024
Si, 0.063, -0.0781, 0.0153
Si, -0.0041, -0.0348, 0.0773
Si, 0.0687, -0.0127, 0.0052
Si, 0.0229, 0.0416, 0.043
Si, -0.0043, 0.059, -0.0178
Si, -0.008, -0.0144, -0.064
Si, 0.0856, 0.1556, -0.0354
Si, -0.041, 0.0246, -0.0402
Si, -0.0056, 0.0047, -0.0344
Si, -0.0849, 0.0322, -0.0627
Si, -0.0792, 0.0358, -0.0593
Si, -0.0001, -0.0073, -0.0457
Si, 0.0736, -0.0137, 0.0256
Si, 0.0015, -0.1534, 0.1667
Si, -0.0562, -0.0884, -0.0251
Si, -0.0659, 0.0157, -0.0024
Si, 0.0276, -0.0297, 0.1465
Si, -0.0671, 0.1438, 0.0786
Si, -0.0566, 0.0834, 0.2094
Si, 0.1592, -0.0592, 0.0457
O, 0.0497, -0.0222, 0.0342
O, 0.0349, -0.0529, 0.0054
O, -0.0178, 0.0514, -0.032
O, -0.0485, -0.0087, -0.0172
O, -0.0681, 0.0636, -0.0387
O, 0.0459, -0.0152, -0.0527
O, 0.0816, -0.0651, 0.0283
O, 0.0055, 0.0013, 0.0447
O, 0.0298, -0.0465, -0.077
O, 0.0066, 0.008, -0.019
O, -0.0077, 0.0419, -0.0795
O, 0.0005, -0.0071, -0.0309
O, -0.0085, 0.0168, 0.0033
O, 0.021, -0.0613, -0.0091
O, 0.03, -0.0134, -0.0103
O, 0.0045, -0.0085, -0.0402
O, 0.0177, -0.0036, 0.0261
O, -0.0161, 0.0282, -0.0119
O, -0.0126, -0.0018, 0.0786
O, 0.0038, -0.0037, 0.0305
O, -0.0075, 0.0022, 0.0502
O, -0.0192, 0.0248, -0.0046
O, -0.0503, 0.0128, 0.0949
O, -0.0005, -0.0068, 0.0767
Si, 0.0109, -0.0271, -0.0085
Si, 0.0066, 0.0089, 0.007
Si, -0.0048, 0.0119, 0.0065
Si, -0.0117, -0.0136, -0.0738
Si, 0.0192, 0.0049, -0.0313
Si, -0.0038, 0.019, -0.0665
Si, -0.0007, -0.0111, -0.0584
Si, -0.017, 0.0119, -0.0312
Si, 0.0182, -0.0112, 0.0473
Si, 0.0066, -0.0123, -0.0337
Si, -0.0049, -0.0007, 0.0082
Si, -0.0094, 0.0183, 0.0286
Si, -0.0031, 0.015, 0.0651
Si, 0.0071, -0.013, -0.0142
Si, -0.0066, -0.0109, 0.0041
Si, 0.0004, -0.013, -0.0283
Si, 0.0017, -0.0041, 0.0211
Si, -0.0071, -0.034, 0.0535
Si, 0.0002, -0.0061, 0.0274
Si, 0.0001, -0.0121, -0.0784
Si, 0.0067, -0.0214, 0.0088
Si, -0.009, -0.0207, 0.0789
Si, -0.0114, -0.0188, 0.0215
Si, 0.0043, -0.0006, 0.0158
Si, -0.0009, -0.0142, 0.0015
Si, 0.0029, 0.0075, 0.0146
Si, -0.012, 0.0009, -0.0581
Si, -0.0043, 0.0063, 0.0106
Si, -0.0047, -0.011, 0.0165
Si, 0.0068, -0.012, -0.0683
Si, 0.0028, 0.0262, 0.0244
Si, -0.0309, -0.0042, 0.0855
Si, -0.0038, 0.0114, -0.0606
Si, -0.0031, -0.0071, -0.0018
Si, -0.0051, -0.0091, 0.0067
Si, -0.0034, -0.023, 0.0173
O, 0.0033, 0.0071, -0.0113
O, 0.0062, -0.0078, 0.026
O, 0.0037, 0.0022, 0.0037
N, 0.0045, 0.0109, 0.0017
O, 0.01, -0.0034, -0.0146
O, 0.0002, -0.0024, -0.0045
O, -0.0093, -0.0094, 0.0077
O, 0.0025, 0.0125, -0.0158
O, -0.0191, 0.0535, -0.0003
O, 0.025, 0.006, -0.0359
O, 0.0064, -0.0001, 0.0339
O, -0.0083, -0.0167, 0.0178
O, 0.0291, -0.014, -0.0153
O, 0.001, 0.007, 0.002
O, 0.0101, 0.0128, 0.0455
O, 0.0155, 0.0093, 0.0033
O, -0.0013, -0.0074, -0.0118
O, -0.0051, 0.0073, -0.0122
O, -0.0082, -0.002, 0.0289
O, 0.0051, 0.0114, -0.0331
O, -0.0048, -0.0091, 0.0246
O, -0.0006, 0.0098, 0.0289
O, 0.0045, 0.001, -0.0115
O, 0.0036, 0.007, 0.0016
O, -0.0113, 0.004, 0.0064
O, -0.0054, -0.0047, -0.009
O, -0.0095, -0.0069, -0.0194
O, -0.0061, 0.0048, -0.0063
O, 0.0115, -0.0071, -0.0154
O, -0.0007, -0.0092, -0.0061
O, -0.0017, -0.0088, -0.0107
O, -0.0216, -0.0135, -0.0389
O, 0.0078, 0.0077, -0.01
O, 0.0014, 0.0082, -0.0298
O, -0.0089, 0.0045, -0.0044
O, -0.0066, -0.0009, 0.0004
O, -0.0002, 0.0037, -0.0084
O, 0.0029, -0.0057, 0.0019
O, -0.0013, 0.0028, -0.0088
O, -0.0047, -0.0074, 0.037
O, 0.0007, -0.0071, -0.0084
O, 0.0002, 0.0051, -0.0137
O, 0.0063, -0.0064, -0.024
O, -0.0065, 0.0036, -0.0126
O, 0.0117, 0.0006, 0.0181
O, 0.0029, 0.0071, -0.0074
O, 0.0184, 0.03, 0.0348
O, 0.0057, 0.0041, 0.0134
O, -0.0096, 0.003, 0.0029
O, 0.0074, 0.0087, -0.0223
O, 0.0079, 0.0091, 0.0093
O, 0.0003, 0.0034, -0.0126
O, -0.0027, 0.0027, -0.0156
O, -0.0101, 0.0137, -0.018
O, -0.0025, 0.007, 0.003
O, -0.0056, -0.0087, -0.0117
O, 0.0051, 0.0009, 0.0081
O, 0.0007, -0.009, -0.0282
O, 0.0062, -0.0008, -0.0059
O, 0.017, 0.0038, -0.0979
O, 0.0118, 0.0103, -0.0399
O, -0.0096, -0.0066, -0.0203
O, -0.0113, 0.0068, -0.0069
O, 0.0091, 0.005, -0.0076
H, -0.0361, -0.0033, 0.0072

The program warned: the cutoff lies below the one the program advises for these potential files; the forces do not sum to zero within the program's tolerance; the exchange-correlation potential is rough where the density is thin.
